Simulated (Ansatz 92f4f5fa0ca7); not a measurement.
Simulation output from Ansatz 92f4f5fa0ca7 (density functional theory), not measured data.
Periodic cell of 254 atoms, Si144O106N4, from a study of silicon, its oxide and their interface. The atomic structure is a simulated model.
This geometry differs little from another in the collection (a relaxation step or a small displacement).

Settings
functional: r2SCAN
potential files: Ansatz PAW
basis: plane waves
wave-function cutoff: 800 eV
density cutoff ratio: 5
exchange-correlation grid ratio: 1
k mesh: 1 x 1 x 1, shifted by 0.5 0.5 0 of a step
self-consistency stop: 1e-10 eV per atom in the density residual
occupations: fixed
spin: none
net charge: 0

Cell vectors (angstrom)
a  10.887  0  0
b  0  10.887  0
c  0  0  36.2444

Atoms: element, x, y, z (angstrom)
Si  -0.5622  0.5636  0.0724
Si  2.4132  3.1548  0.0017
Si  0.0679  5.2673  -0.037
Si  2.6708  8.0864  0.1748
Si  5.6741  -0.1597  0.0372
Si  8.1385  2.7042  0.4506
Si  5.9258  4.8764  0.058
Si  7.9544  8.5742  0.022
Si  1.2466  1.5294  1.291
Si  4.0951  4.0938  1.3819
Si  1.2597  6.7543  1.4141
Si  4.0329  9.5929  1.3302
Si  6.7189  1.2888  1.5755
Si  9.5647  4.1568  1.5191
Si  6.8465  6.794  1.1967
Si  9.4264  9.7098  1.4232
Si  0.0164  2.7832  2.8463
Si  2.6393  0.0948  2.6395
Si  -0.0686  8.2403  2.6857
Si  2.7256  5.4606  2.7592
Si  5.3283  2.693  2.8072
Si  8.1149  0.0131  2.9223
Si  5.4206  8.137  2.6286
Si  8.1568  5.5574  2.7381
Si  1.4035  4.1087  4.1637
Si  3.9887  1.3448  4.131
Si  1.3236  9.5807  4.0315
Si  4.0826  6.8397  4.0772
Si  6.7742  4.1172  4.0457
Si  9.5161  1.4075  4.1716
Si  6.7426  9.4592  4.1148
Si  9.5003  6.8835  4.1099
Si  -0.0143  0.0127  5.4786
Si  2.7104  2.7177  5.523
Si  -0.0051  5.4967  5.4406
Si  2.6992  8.2101  5.3964
Si  5.3885  -0.0321  5.4413
Si  8.1297  2.7771  5.4554
Si  5.4322  5.4458  5.4417
Si  8.126  8.1709  5.5001
Si  1.3498  1.3544  6.8523
Si  4.1038  4.0749  6.8336
Si  1.3661  6.8421  6.7862
Si  4.0405  9.5195  6.8099
Si  6.778  1.3559  6.7707
Si  9.5321  4.1075  6.7963
Si  6.7945  6.7748  6.8285
Si  9.5002  9.5348  6.834
Si  -0.0019  2.7408  8.1723
Si  2.7096  -0.0142  8.1947
Si  0.0193  8.1904  8.1665
Si  2.7038  5.4375  8.1407
Si  5.4543  2.6827  8.1801
Si  8.1298  0.0203  8.1669
Si  5.3836  8.1205  8.1386
Si  8.2032  5.4475  8.1733
Si  1.3892  4.0742  9.5453
Si  4.075  1.3249  9.5515
Si  1.3493  9.5423  9.5723
Si  4.0145  6.7853  9.5245
Si  6.8521  4.0545  9.485
Si  9.5524  1.3552  9.5122
Si  6.739  9.4872  9.4566
Si  9.6247  6.7739  9.5211
Si  0.0291  0.0468  10.9455
Si  2.7206  2.6862  10.9223
Si  0.1256  5.4583  10.9699
Si  2.6331  8.113  10.9318
Si  5.3571  -0.1274  10.8862
Si  8.2522  2.7437  10.8479
Si  5.417  5.3822  10.7701
Si  8.1959  8.1627  10.718
Si  1.3868  1.3998  12.4108
Si  4.1409  4.0274  12.2134
Si  1.4116  6.8082  12.4954
Si  3.9117  9.4226  12.346
Si  6.8593  1.2662  11.9871
Si  9.6705  4.0651  12.2651
Si  6.8381  6.7588  11.9642
Si  9.509  9.4803  12.1317
Si  0.1254  2.8643  13.8546
Si  2.4701  -0.1483  13.8625
Si  -0.2909  8.1264  13.7003
Si  3.0499  5.4374  13.7699
Si  5.4881  2.4777  13.3495
Si  8.2085  0.034  13.4032
Si  5.5358  8.0506  13.3814
Si  8.1356  5.4043  13.3634
Si  1.5197  4.45  15.2138
Si  4.3936  0.9125  14.7169
Si  0.4627  9.7318  15.2486
Si  5.0607  6.2895  14.916
Si  6.9937  3.7731  14.5604
Si  9.4012  1.4294  14.8614
Si  6.7981  9.5354  14.6319
Si  8.7998  7.0383  14.9326
Si  9.4557  -9.1735  26.9211
Si  10.494  -4.4596  28.5073
Si  3.2397  2.0413  28.5588
Si  -8.8746  18.8672  27.2721
Si  12.2313  -3.7975  16.8193
Si  7.9065  13.4979  17.1649
Si  4.7621  7.7436  28.567
Si  18.1795  -6.9352  26.2674
Si  3.2197  13.5381  17.1443
Si  4.4251  7.0334  17.6946
Si  28.4712  4.5404  21.5901
Si  24.836  -0.0348  21.498
Si  6.0529  0.3735  16.9633
Si  13.3142  -4.9499  20.5881
Si  22.0915  4.8941  24.6923
Si  -3.0787  -2.0405  24.4131
Si  17.1225  -33.9792  30.6806
Si  16.0675  16.3137  30.3313
Si  2.8979  6.4087  24.6886
Si  8.5984  19.1076  19.3169
Si  28.3904  -3.7186  32.4935
Si  11.4966  1.3367  22.2531
Si  26.4087  4.4081  19.2814
Si  3.8295  7.8757  22.3741
Si  -1.383  -10.2634  24.189
Si  2.9153  1.6105  23.9386
Si  -11.0602  17.2112  19.4711
Si  7.3593  -10.5592  28.5092
Si  12.8694  -1.7403  31.6184
Si  3.4691  11.2475  18.7533
Si  -5.2057  9.5307  26.3866
Si  9.3664  3.1356  22.6658
Si  -6.5106  6.4208  34.3438
Si  4.9568  4.0594  24.2497
Si  -1.8713  -0.1323  17.4053
Si  14.7414  -10.2857  31.2403
Si  0.0433  7.1303  31.3193
Si  -19.013  -15.4673  31.9593
Si  -1.62  -3.9514  33.9974
Si  -1.9297  6.4933  26.0498
Si  27.7209  -7.8045  28.7222
Si  12.2429  -0.8287  34.529
Si  8.5858  -5.2717  17.7709
Si  11.6504  -7.2296  27.5223
Si  14.1602  -13.1209  19.6503
Si  3.6994  -20.6067  34.3431
Si  6.9545  -3.2353  21.7175
Si  13.6943  -0.1466  26.4629
O  -5.7865  6.2088  28.9136
O  -0.0105  -0.0678  34.9064
O  5.3485  -3.5061  33.4785
O  10.2358  4.1676  23.5993
O  15.0519  5.3909  24.7374
O  -12.6429  -4.3424  27.6537
O  3.7987  7.2277  35.602
O  8.8254  -21.1391  27.9373
O  3.7083  -9.6666  32.7291
O  6.774  -1.2724  35.7531
O  10.0933  -5.0469  34.8971
O  5.5274  -2.7474  27.2018
O  3.1749  8.0085  28.4028
O  -2.9278  7.0176  18.3823
O  3.1343  -5.0098  33.4671
O  2.1115  14.5462  16.5392
O  1.0852  8.6216  16.3141
O  4.9994  5.775  18.5183
O  3.2111  17.3195  21.9013
O  2.6324  10.9703  34.8764
O  3.2276  4.6388  20.0783
O  4.8527  10.948  17.9917
O  22.6037  5.6544  20.5667
O  4.5851  8.2779  18.7382
O  7.8015  15.054  17.6934
O  6.7419  -9.1659  29.0524
O  34.7854  -7.7253  28.2319
O  2.5421  1.4592  18.0196
N  5.6129  10.7165  15.3914
O  8.5174  -11.5087  24.2332
O  24.3571  20.7654  18.8503
O  14.7464  11.6098  20.2942
O  5.2533  -13.112  29.7867
O  -3.4445  -0.4705  17.0737
N  10.0818  -0.0213  15.9818
O  -4.9366  15.805  15.2862
O  21.2435  -4.7892  25.3594
O  13.9071  7.9163  31.8478
O  1.5056  0.4372  21.2614
O  3.551  0.4633  22.9589
O  0.8957  5.879  15.8043
O  7.8024  8.3198  15.3028
O  29.2379  -13.2236  20.4494
O  -5.4634  -13.8918  22.1654
O  13.3024  0.9132  25.3082
O  14.8957  1.9461  15.9387
O  9.8409  7.5236  20.1281
O  10.5786  13.3694  27.7635
O  17.3325  1.9177  17.3123
O  19.0041  3.7832  21.8647
O  -1.8529  6.1122  16.2859
O  -1.1367  -5.6958  18.8337
O  13.635  -0.5342  30.9044
O  6.2395  6.1186  31.3263
O  -6.5989  14.2196  18.1421
N  19.1052  2.6879  15.4772
N  14.2023  -1.7369  21.3163
O  19.8273  12.3764  17.8426
O  30.5358  -8.9365  23.6058
O  -5.187  -17.4029  22.8491
O  8.3923  2.7704  26.3037
O  13.3898  -3.6365  19.6513
O  14.5803  -5.4191  30.9578
O  -1.6647  20.4349  18.5292
O  -19.315  6.8762  26.1725
O  7.8431  -4.384  33.3285
O  21.3056  2.3924  21.6446
O  18.7589  5.3492  25.7051
O  2.9085  6.854  17.1276
O  -2.3477  -13.8254  25.5304
O  5.8637  -6.8702  20.2779
O  22.2645  -14.8026  18.1583
O  11.1841  4.9876  28.2941
O  12.7145  -1.4312  26.6082
O  4.2614  -11.5848  26.0783
O  6.5084  -11.1804  27.2799
O  1.5513  -2.18  35.3852
O  1.2695  4.2355  35.7178
O  -4.8203  3.5757  25.3091
O  -0.8217  -4.2765  30.0624
O  -3.0626  -13.7293  23.0197
O  5.3315  -0.0752  31.2067
O  1.3504  9.7139  32.9787
O  14.4439  -9.1336  30.1334
O  16.1125  7.1707  16.306
O  -0.7399  -3.5175  32.7076
O  12.5177  16.4855  24.0408
O  -7.5445  7.8041  23.9243
O  6.7908  4.0902  27.7903
O  7.0779  -7.1431  35.9322
O  -0.165  0.2693  23.1947
O  11.7205  -17.8533  25.9073
O  7.1074  6.0868  21.3534
O  10.0865  0.927  25.6634
O  16.0058  0.6923  34.9791
O  6.9033  -2.2506  31.834
O  22.4957  -2.3616  30.824
O  3.9421  2.8147  24.1435
O  18.3007  10.1767  29.7468
O  17.2139  -12.5935  24.9563
O  11.5232  -14.213  27.9887
O  12.0983  -4.8531  31.6173
O  3.1955  -8.2943  34.9123
O  -8.0529  11.5245  27.8746
O  -9.2688  2.2167  23.1817
O  16.5111  -6.9877  30.0764
O  9.172  1.6742  35.872
O  8.8897  -13.6026  34.9731
O  5.2657  -16.5947  34.8401
O  4.6019  -19.1253  27.934

Results
free energy: -154109.215 eV
free energy less fixed offsets of N -386.36, O -570.45, Si -639.56 eV per atom: 0.565 eV

Forces (eV/angstrom), in the order of the atoms: element, x, y, z
Si  0.0041  -0.0056  -0.0506
Si  0.0062  -0.0031  -0.0502
Si  -0.0154  0.0071  -0.0566
Si  0.0012  -0.0004  -0.0566
Si  -0.0046  0.0104  -0.0496
Si  -0.0011  -0.0019  -0.0308
Si  -0.0046  -0.0025  -0.0543
Si  0.0091  -0.0008  -0.0528
Si  -0.0038  0.0018  0.0048
Si  -0.0035  0.0009  0.0082
Si  -0.0046  -0.004  0.0085
Si  0.0008  0.0002  0.0049
Si  0.0015  -0.0008  0.0037
Si  -0.0003  -0.0025  0.0052
Si  0.002  0.003  0.0016
Si  -0.0039  0.0015  0.0063
Si  -0.0004  -0.0004  -0.0016
Si  -0.0016  -0.0013  -0.002
Si  -0.0009  -0.0015  -0.0029
Si  -0.0007  0.0007  -0.0027
Si  -0.0007  0.0024  -0.0021
Si  0.0001  -0.0013  -0.0013
Si  0.0007  -0.0002  -0.0027
Si  -0.0036  -0.0005  -0.0027
Si  -0.0009  0.0014  -0.0001
Si  -0.0015  -0.0012  -0.0008
Si  0.0002  -0.0013  -0.0025
Si  -0.002  0.0004  -0.0005
Si  0  -0.0011  -0.0031
Si  -0.0014  0.0009  0.0005
Si  -0.0027  -0.0016  -0.0011
Si  0.0002  -0.0008  -0.0002
Si  -0.0029  0.001  -0.0031
Si  -0.0023  -0.0012  -0.0021
Si  -0.0034  -0.0009  -0.0022
Si  -0.0012  -0.0011  -0.0023
Si  0.0001  0.0009  -0.0013
Si  -0.0005  -0.0004  -0.0019
Si  -0.0036  0.0001  -0.0035
Si  0.0004  -0.0005  -0.0021
Si  -0.001  -0.0001  -0.0021
Si  -0.0016  0.0004  -0.0021
Si  -0.0016  -0.0002  -0.0032
Si  0.0001  0.0001  -0.0019
Si  -0.0013  -0.0008  -0.0032
Si  -0.0009  0.0004  -0.0031
Si  -0.0021  0.0003  -0.002
Si  -0.0003  -0.0021  -0.0021
Si  -0.0019  0.0003  -0.0019
Si  -0.0024  -0.0013  -0.0021
Si  -0.0005  -0.0004  -0.0016
Si  -0.0022  -0.0009  -0.0028
Si  -0.0005  -0.0008  -0.0031
Si  -0.0012  0.0014  -0.0029
Si  -0.001  0.0002  -0.0025
Si  -0.0006  -0.001  -0.0033
Si  -0.0017  -0.002  -0.0019
Si  -0.003  0.0002  -0.0027
Si  -0.0026  0.0009  -0.0032
Si  0.0001  -0.0009  -0.0009
Si  -0.0005  -0.0003  -0.0033
Si  0.0023  0.0004  -0.0016
Si  0.0005  0.0003  -0.0028
Si  -0.0018  0  -0.0013
Si  -0.002  0.0029  -0.0031
Si  -0.0051  -0.0001  -0.0007
Si  0.0013  -0.0019  -0.0015
Si  -0.0002  0.0019  -0.0008
Si  0.0019  0.0018  -0.0001
Si  -0.0016  -0.0025  0
Si  -0.001  -0.0025  -0.0001
Si  -0.0019  -0.0003  -0.001
Si  0.002  0.0009  -0.0016
Si  0.0034  0.0008  0.0009
Si  -0.0024  0.0006  -0.0014
Si  -0.0038  -0.0036  0.0023
Si  0.0002  0.0014  0.0009
Si  -0.0012  -0.0021  0.0012
Si  0.0021  -0.0006  -0.0064
Si  0.0005  -0.001  0.0019
Si  -0.0021  -0.002  -0.0032
Si  -0.0048  0.0053  0.0044
Si  0.0128  -0.0061  0.0015
Si  -0.0078  0.0016  0.0025
Si  -0.0046  0.0039  0.0069
Si  0.0001  0.0051  -0.0018
Si  -0.0018  0.0004  0.0103
Si  -0.0025  -0.0029  0.0063
Si  -0.0042  0.0141  0.0078
Si  -0.0163  -0.0087  -0.0142
Si  0.0194  -0.0085  -0.0151
Si  -0.0093  -0.002  -0.0061
Si  -0.0112  -0.0016  -0.0177
Si  0.0046  -0.0038  -0.0067
Si  -0.0052  0.0044  -0.005
Si  -0.0058  0.0058  -0.006
Si  -0.0014  -0.0076  0.031
Si  -0.0113  0.0052  0.0135
Si  0.007  0.0055  0.0214
Si  0.0043  0  0.0286
Si  0.0069  -0.0011  -0.0035
Si  -0.002  0.002  0.005
Si  0.0087  0.0119  0.0086
Si  0.008  0.0043  0.0351
Si  -0.0084  -0.0044  -0.0127
Si  -0.0081  -0.0133  0.0107
Si  0.0101  0.0003  0.0481
Si  -0.0159  -0.0054  0.0358
Si  -0.0115  0.0038  0.0113
Si  0.0084  -0.0123  0.0316
Si  -0.0016  0.0057  0.0404
Si  -0.0081  0.0067  0.0504
Si  0.0066  0.005  -0.0111
Si  0.002  -0.0016  -0.0031
Si  -0.0012  -0.0107  0.035
Si  0.0017  -0.0131  0.0256
Si  -0.0002  0.0064  -0.0511
Si  -0.009  0.0104  0.0417
Si  0.0008  0.0106  0.029
Si  0.0056  -0.0033  0.0344
Si  0.0007  0.0056  0.0411
Si  0.0024  0.0155  0.041
Si  -0.0023  0.001  0.0267
Si  0.0045  -0.0009  0.0189
Si  0.0092  -0.0049  -0.0262
Si  -0.0059  0.003  0.0067
Si  -0.0091  0.0014  0.0304
Si  0.0069  -0.0058  0.0457
Si  -0.0045  0.0111  -0.0746
Si  -0.003  -0.0065  0.0432
Si  -0.0017  0.0064  0.0022
Si  -0.0033  0.0023  -0.0302
Si  0.0005  -0.0034  -0.0305
Si  -0.0034  0.0093  -0.034
Si  0.0014  -0.0013  -0.1006
Si  -0.0034  -0.006  0.0466
Si  -0.001  0.0038  0.0179
Si  0.0127  -0.0072  -0.0836
Si  -0.0013  -0.0016  0.0096
Si  0.0026  -0.001  0.02
Si  -0.0149  0.0002  0.0271
Si  -0.0058  -0.0092  -0.0767
Si  -0.0155  -0.0131  0.0425
Si  0.0153  -0.0058  0.0268
O  0.0053  0.002  -0.0038
O  -0.02  0.0139  0.0542
O  -0.0145  -0.0078  0.0411
O  -0.0057  -0.0058  -0.0232
O  0.0023  0  -0.0118
O  0.015  -0.0045  -0.0059
O  -0.0198  0.0184  0.0542
O  0.0013  0.0055  -0.0066
O  -0.0029  0.0064  0.0742
O  -0.0023  0.0007  0.023
O  0.024  -0.0207  0.0584
O  -0.0045  0.0134  0.0064
O  -0.0036  -0.0026  -0.0088
O  0.0001  -0.0003  -0.0129
O  0.0115  -0.0013  0.0389
O  0.0115  -0.0121  0.0149
O  -0.0045  0.003  0.0048
O  -0.0107  0.0076  -0.0068
O  -0.0062  0.0016  -0.0217
O  -0.0081  -0.0008  0.0368
O  0.0026  -0.001  -0.0113
O  0.0069  -0.0015  -0.0084
O  0.001  0.0023  -0.0101
O  0.0094  0.0012  -0.0087
O  0.0006  -0.001  -0.0055
O  0.0015  -0.0017  -0.0048
O  -0.0026  0.0036  -0.0079
O  0.0069  0.0025  -0.0039
N  0.0139  -0.0034  -0.0018
O  0.0013  -0.0049  -0.0138
O  0.0038  -0.0045  -0.0125
O  0.009  0.0078  -0.0171
O  -0.0014  -0.0143  -0.0187
O  -0.0013  -0.0065  -0.0011
N  -0.0097  0.0069  0.0014
O  0.0026  0.0018  -0.0058
O  0.0013  -0.0025  -0.0132
O  -0.0018  -0.0034  0.0144
O  0.0163  -0.0144  -0.0263
O  0.0117  -0.0116  -0.0255
O  0.0004  -0.008  -0.0006
O  0.0003  -0.0034  -0.002
O  0.0003  0.0136  -0.0248
O  0.0008  -0.0005  -0.016
O  0.0027  0.0026  -0.0244
O  -0.0143  0.0067  0.0109
O  0  0.0003  -0.0181
O  0.0069  -0.0007  -0.0142
O  0.0021  0.0012  0.0059
O  -0.0089  0.0055  -0.018
O  0.0007  -0.0004  0.0011
O  -0.005  -0.0048  -0.0095
O  -0.0013  0.0009  0.0075
O  -0.0002  0.0069  0.008
O  0.0006  -0.0072  -0.0103
N  -0.0019  -0.0025  0.0056
N  0.0078  -0.0021  -0.0154
O  0.0042  0.0005  0.0037
O  0.0017  0.006  -0.0237
O  0.0131  0.0036  -0.035
O  0.0028  0.0002  -0.0074
O  0.0162  0.0112  -0.0046
O  0  -0.007  0.009
O  0.0053  0.0049  -0.005
O  -0.0035  -0.0057  -0.0186
O  0.0105  0.0003  0.0294
O  0.0035  0  -0.0052
O  0.0056  0.0077  -0.006
O  -0.0021  -0.0004  -0.0057
O  -0.0017  0.0039  -0.0129
O  -0.0098  -0.0049  -0.0247
O  0.0044  0.0013  -0.0103
O  -0.0019  0.0001  -0.0081
O  -0.0012  0  -0.0082
O  0.0028  -0.001  -0.0131
O  -0.0013  -0.0062  -0.0158
O  0.0158  -0.0242  0.0345
O  -0.0011  0.0016  0.0221
O  -0.0124  0.0001  -0.0311
O  0.0103  0.0048  0.0024
O  -0.004  -0.0088  -0.033
O  0.001  0.0011  0.0078
O  -0.0115  0.0164  0.0557
O  0.0039  -0.0098  0.0042
O  0.003  0.0034  0.0137
O  -0.016  -0.0014  0.0406
O  0.0075  0.002  -0.0161
O  0.0036  0.0039  -0.0259
O  0.0058  0.0011  -0.0144
O  0.0052  -0.0017  0.0173
O  0.0105  0.0011  -0.018
O  0.001  0.0027  -0.0186
O  0.0005  0.0091  -0.0137
O  -0.0024  -0.0067  -0.0239
O  0.0219  -0.0182  0.0522
O  -0.0014  -0.0109  0.0154
O  -0.0048  -0.002  0.0007
O  -0.0024  -0.0071  -0.0119
O  -0.0033  0.0015  -0.0013
O  0.007  -0.0045  -0.0163
O  0.004  -0.0042  -0.0031
O  0.0006  -0.0028  0.0102
O  -0.017  0.0213  0.0521
O  -0.0029  -0.0091  -0.0149
O  0.0041  -0.0058  -0.0147
O  0.0002  0.0041  -0.0044
O  -0.0004  -0.0006  0.026
O  -0.0248  0.0248  0.0664
O  0.0248  -0.02  0.0599
O  -0.0038  -0.0018  -0.0085

The program warned: the cutoff lies below the one the program advises for these potential files; the forces do not sum to zero within the program's tolerance; empty levels may hold ghost states of the PAW files; the exchange-correlation potential is rough where the density is thin.
